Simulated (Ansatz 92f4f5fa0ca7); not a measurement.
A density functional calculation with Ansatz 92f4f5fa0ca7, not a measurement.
Periodic cell of 348 atoms, Si240O108, from a study of silicon, its oxide and their interface. The atomic structure is a simulated model.
Doubt: the cutoff is far below the 930 eV that the study's wrapper takes by default for these files, so forces and energies are approximate.
This geometry differs little from another in the collection (a relaxation step or a small displacement).

Settings: functional PBE; potential files Ansatz PAW; basis plane waves; wave-function cutoff 580 eV; density cutoff ratio 5; exchange-correlation grid ratio 1; k mesh 1 x 1 x 1, Gamma-centred; self-consistency stop 5e-08 eV per atom in the density residual; occupations fixed; spin none; net charge 0.

Cell vectors (angstrom)
a  11.6015  0  0
b  0  13.3963  0
c  0  0  40.3919

Atoms and the computed forces on them: element, x, y, z (angstrom), force x, y, z (eV/angstrom)
Si  0  2.2327  1.1851  0.0184  0.0291  -0.0141
Si  3.8672  2.2327  1.1851  -0.0118  0.0265  0.0733
Si  7.7343  2.2327  1.1851  0.0165  0.007  0.0494
Si  1.9336  5.5818  1.1851  0.0052  0.0188  -0.0006
Si  5.8008  5.5818  1.1851  0.003  0.0244  0.007
Si  9.6679  5.5818  1.1851  0.0278  -0.0009  0.0412
Si  0  8.9308  1.1851  -0.0252  -0.0554  0.0599
Si  3.8672  8.9308  1.1851  -0.0302  -0.0046  0.0011
Si  7.7343  8.9308  1.1851  0.0291  0.0253  -0.0354
Si  1.9336  12.2799  1.1851  0.0161  -0.0583  -0.0344
Si  5.8008  12.2799  1.1851  0.0112  -0.0458  -0.0799
Si  9.6679  12.2799  1.1851  0.0093  -0.0164  0.0099
Si  1.9336  1.1164  1.9745  -0.056  -0.0159  -0.0201
Si  5.8008  1.1164  1.9745  -0.0093  -0.0964  -0.0381
Si  9.6679  1.1164  1.9745  -0.006  -0.013  -0.0096
Si  0  4.4654  1.9745  0.0004  -0.1547  -0.0193
Si  3.8672  4.4654  1.9745  -0.0699  0.0333  -0.0037
Si  7.7343  4.4654  1.9745  -0.035  0.0298  -0.012
Si  1.9336  7.8145  1.9745  0.1071  -0.0332  -0.0038
Si  5.8008  7.8145  1.9745  -0.0077  -0.0129  -0.0139
Si  9.6679  7.8145  1.9745  -0.0684  0.0604  0.0071
Si  0  11.1635  1.9745  0.0122  0.1458  -0.014
Si  3.8672  11.1635  1.9745  0.0077  0.1487  0.0007
Si  7.7343  11.1635  1.9745  -0.0951  0.01  0.0154
Si  1.9336  1.1164  4.3426  -0.1338  0.0312  0.3787
Si  5.8008  1.1164  4.3426  -0.0701  -0.1996  0.2859
Si  9.6679  1.1164  4.3426  -0.0686  0.0334  0.1041
Si  0  4.4654  4.3426  -0.0199  -0.3839  0.0659
Si  3.8672  4.4654  4.3426  -0.1782  0.0612  0.2805
Si  7.7343  4.4654  4.3426  -0.0607  0.0605  0.2015
Si  1.9336  7.8145  4.3426  0.285  -0.0492  -0.2524
Si  5.8008  7.8145  4.3426  -0.0744  0.0216  0.079
Si  9.6679  7.8145  4.3426  -0.145  0.1492  -0.2305
Si  0  11.1635  4.3426  0.0149  0.2972  0.1119
Si  3.8672  11.1635  4.3426  0  0.2684  -0.4518
Si  7.7343  11.1635  4.3426  -0.2226  0.0658  -0.2996
Si  0  0  36.0513  0.1054  -0.0746  -0.0935
Si  3.8672  0  36.0513  -0.0938  -0.0678  0.5132
Si  7.7343  0  36.0513  0.2609  -0.1831  0.0721
Si  1.9336  3.3491  36.0513  0.004  0.1437  -0.4099
Si  5.8008  3.3491  36.0513  -0.1613  0.2219  0.1564
Si  9.6679  3.3491  36.0513  0.3266  -0.1151  -0.2079
Si  0  6.6981  36.0513  0.078  -0.2518  -0.3913
Si  3.8672  6.6981  36.0513  0.0302  -0.1215  -0.18
Si  7.7343  6.6981  36.0513  0.07  0.1893  0.4341
Si  1.9336  10.0472  36.0513  -0.2758  -0.123  -0.1055
Si  5.8008  10.0472  36.0513  0.1801  -0.2496  0.184
Si  9.6679  10.0472  36.0513  -0.0892  0.1057  -0.0897
Si  0  0  38.4195  0.0598  -0.0361  0.0012
Si  3.8672  0  38.4195  -0.0307  -0.0455  -0.0098
Si  7.7343  0  38.4195  0.107  -0.0679  -0.0068
Si  1.9336  3.3491  38.4195  -0.0233  0.0645  0.0327
Si  5.8008  3.3491  38.4195  -0.0741  0.1064  0.0185
Si  9.6679  3.3491  38.4195  0.1322  -0.0441  0.0207
Si  0  6.6981  38.4195  0.0301  -0.1091  0.0296
Si  3.8672  6.6981  38.4195  0.007  -0.0191  0.0128
Si  7.7343  6.6981  38.4195  0.026  0.0847  0.002
Si  1.9336  10.0472  38.4195  -0.1264  -0.0358  0.0152
Si  5.8008  10.0472  38.4195  0.0721  -0.0811  -0.0197
Si  9.6679  10.0472  38.4195  -0.0353  0.0417  0.0176
Si  0  2.2327  39.2089  -0.0185  -0.0269  -0.0103
Si  3.8672  2.2327  39.2089  0.0215  -0.0348  -0.0305
Si  7.7343  2.2327  39.2089  -0.0203  -0.0142  -0.0642
Si  1.9336  5.5818  39.2089  -0.0118  -0.011  -0.0059
Si  5.8008  5.5818  39.2089  0.0103  -0.015  0.0209
Si  9.6679  5.5818  39.2089  -0.0246  0.0125  -0.0221
Si  0  8.9308  39.2089  0.0183  0.0577  -0.0414
Si  3.8672  8.9308  39.2089  0.0358  0.0126  -0.0296
Si  7.7343  8.9308  39.2089  -0.0287  -0.0264  0.0669
Si  1.9336  12.2799  39.2089  -0.0057  0.0543  0.0317
Si  5.8008  12.2799  39.2089  -0.0232  0.0377  0.0063
Si  9.6679  12.2799  39.2089  -0.0142  0.0107  0.0235
Si  4.2022  -4.2279  25.9795  -0.2144  -0.0704  -0.0647
Si  0.8642  -5.7936  22.2159  -0.0588  0.0638  0.0594
Si  9.4353  0.7279  28.6907  -0.0287  0.0102  0.0688
Si  5.0789  1.8212  29.9191  0.0861  -0.0401  0.1162
Si  3.8927  6.8629  28.579  -0.0313  0.0038  0.0536
Si  4.0113  8.8527  32.18  -0.0693  0.0375  0.1449
Si  -1.692  8.6386  23.255  -0.0396  0.0009  -0.0322
Si  7.3434  2.5872  30.199  0.0518  -0.0404  -0.1723
Si  5.9976  9.5317  28.5075  0.0221  0.0602  -0.0273
Si  7.6007  6.7469  23.3638  0.0491  -0.0119  0.0321
Si  10.0616  6.0016  27.7718  -0.0042  0.0118  -0.1046
Si  9.6457  9.9963  28.914  0.0056  0.0105  -0.0942
Si  -2.7366  6.1893  29.8456  -0.0206  0.0897  0.0103
Si  5.0613  -2.9608  15.974  0.0311  -0.0341  0.0774
Si  5.7129  7.296  16.364  0.0194  -0.0315  0.0747
Si  6.8852  4.9212  29.8564  -0.0153  -0.0128  0.0223
Si  0.4592  7.287  28.2753  -0.046  0.0195  0.105
Si  7.4123  5.6793  26.0748  -0.0298  -0.0209  0.0716
Si  -1.6351  10.2958  25.7872  -0.0132  -0.0027  0.0527
Si  8.7416  12.0972  29.599  -0.0444  -0.0118  0.0009
Si  7.7352  3.8374  23.6501  0.0154  0.0515  0.0157
Si  2.1526  10.0636  29.0736  0.0507  0.1141  0.1494
Si  2.1181  16.3721  27.8935  -0.0752  0.0737  0.0519
Si  8.1528  12.5451  24.4486  0.0683  0.0175  -0.0603
Si  0.1844  1.9953  31.9518  0.0264  -0.0502  -0.079
Si  4.0594  2.2168  32.0798  0.0119  -0.001  -0.057
Si  7.8434  2.2253  32.4135  -0.0055  -0.0016  0.0332
Si  1.9669  5.5665  31.9059  -0.036  0.0107  -0.0219
Si  5.9374  5.47  32.0299  -0.0009  -0.0042  -0.0329
Si  9.6683  5.6133  32.0592  0.0055  0.0158  -0.0107
Si  0.0263  8.8938  32.0868  0.0274  -0.0028  0.0122
Si  1.9907  5.8237  29.4874  0.1088  -0.1036  -0.1249
Si  7.763  8.8942  32.0618  0.0257  -0.0019  -0.0064
Si  1.9827  12.1573  32.2115  -0.0586  -0.0323  -0.0274
Si  5.6526  12.3292  32.1919  -0.0184  0.0179  -0.0236
Si  9.494  12.2212  31.9563  -0.0242  -0.0204  0.0108
Si  2.1034  1.0411  32.9155  0.0739  0.0048  -0.024
Si  5.878  1.1135  33.0879  0.0063  -0.017  0.0271
Si  9.7916  1.0153  32.8446  0.0347  -0.0401  -0.0353
Si  0.0516  4.3668  32.657  -0.0032  -0.0211  0.0186
Si  3.9143  4.4644  32.7715  0.0108  -0.0159  0.0058
Si  7.8183  4.4716  33.0415  0.0086  0.0389  0.0306
Si  1.98  7.7654  32.8395  0.06  0.0364  0.0152
Si  5.9106  7.6971  32.8863  0.0366  -0.0479  -0.0007
Si  9.7031  7.8128  32.9256  0.0015  -0.0032  0.0158
Si  -0.0866  11.147  32.8012  -0.0511  0.0014  -0.0245
Si  3.8701  11.0625  33.0439  0.0022  -0.028  0.0154
Si  7.6229  11.1353  32.8538  -0.0068  -0.0428  -0.0068
Si  1.9595  1.1186  35.2729  -0.002  -0.0117  -0.0151
Si  5.8001  1.1115  35.3809  0.0093  0.0066  -0.018
Si  9.6859  1.1001  35.2341  -0.0149  -0.0012  -0.0061
Si  -0.0005  4.4463  35.1449  -0.0219  -0.009  0.0022
Si  3.8701  4.4704  35.1992  -0.0189  0.0155  -0.0028
Si  7.7442  4.4797  35.3511  0.0047  -0.0042  0.0114
Si  1.9384  7.8054  35.2334  0.0042  0.0143  -0.0166
Si  5.8143  7.7933  35.2553  -0.0083  -0.0001  0.0291
Si  9.6711  7.818  35.2787  0.0069  0.0228  0.0142
Si  -0.0184  11.1713  35.2127  -0.0153  0.0082  -0.0102
Si  3.8707  11.1485  35.3523  -0.012  -0.0008  -0.0024
Si  7.7152  11.1582  35.241  -0.0252  0.0115  -0.0046
Si  -0.0217  0.0261  5.1936  -0.0093  0.0099  -0.0233
Si  3.8499  -0.005  5.182  0.0036  0.0054  0.0106
Si  7.7444  -0.0209  5.1473  0.0274  -0.013  0.019
Si  1.9335  3.3404  5.2009  0.0274  0.0039  0.0096
Si  5.7864  3.3414  5.1196  -0.0051  0.001  0.0025
Si  9.6459  3.3449  5.1663  -0.0208  0.0267  0.0232
Si  0.0013  6.6938  5.0173  -0.0081  0.0049  0.0216
Si  3.8715  6.7064  5.1808  0.0134  -0.0065  0.0072
Si  7.742  6.7182  5.1438  0.0105  -0.0203  0.012
Si  1.9526  10.049  5.0596  0.0144  -0.0201  0.0002
Si  5.7732  10.0581  5.0999  0.0124  -0.0044  -0.0567
Si  9.6563  10.0694  5.0835  0.008  0.0193  0.0137
Si  -0.1247  0.1114  7.6214  -0.0047  0.0237  0.0702
Si  3.7616  0.0052  7.5953  -0.0517  0.0257  -0.0268
Si  7.6909  -0.0729  7.5369  -0.0077  -0.031  -0.0044
Si  1.8688  3.356  7.6345  -0.023  0.001  -0.024
Si  5.7163  3.2986  7.4824  -0.0296  -0.0515  -0.0052
Si  9.5316  3.3756  7.5587  0.0018  -0.0155  -0.0376
Si  -0.0068  6.6522  7.3182  0.0182  -0.026  -0.0004
Si  3.9032  6.7387  7.5899  -0.0323  -0.0087  0.0373
Si  7.7289  6.8152  7.5206  0.0382  0.0176  -0.0063
Si  1.9038  10.0759  7.3791  0.0281  0.0109  -0.0081
Si  5.6669  10.1153  7.4403  -0.1267  0.082  0.0528
Si  9.6185  10.1553  7.4176  -0.0927  -0.0235  0.0092
Si  -0.1347  2.3986  8.4942  -0.0446  0.1128  0.0644
Si  3.8076  2.2008  8.4572  -0.012  -0.0103  0.0275
Si  7.5819  2.1326  8.3263  0.0191  0.0084  0.0137
Si  1.9122  5.6327  8.2466  0.0388  -0.0466  0.0391
Si  5.881  5.5485  8.2288  0.0036  -0.0069  -0.0752
Si  9.6686  5.667  8.2363  -0.0353  -0.0329  -0.0833
Si  -0.0535  8.9161  7.8963  -0.0554  0.0329  -0.0797
Si  3.7923  8.9986  8.3932  0.0032  0.0029  0.0223
Si  7.6207  9.1263  8.1723  0.2345  -0.0431  0.1201
Si  1.7623  12.2642  8.2891  0.0269  -0.0255  0.0417
Si  5.701  12.2985  8.3487  0.0414  0.0109  -0.0192
Si  9.6449  12.2719  8.5347  -0.0337  -0.0889  -0.0411
Si  1.7066  4.373  12.1312  -0.0072  0.0532  0.1031
Si  7.3985  -3.4157  10.3811  0.1495  0.3324  0.1328
Si  4.4644  1.7615  10.7905  0.0201  -0.0327  0.003
Si  3.4606  3.0405  17.3939  -0.026  0.0896  0.0097
Si  4.3001  -0.3282  12.0607  0.0226  0.0033  -0.0179
Si  14.2593  10.7953  14.0567  0.0184  -0.1692  -0.0477
Si  -1.3103  11.8768  11.017  0.1337  0.3968  0.0193
Si  6.1347  5.4182  10.5366  0.0722  0.0643  0.0224
Si  12.352  6.3789  19.2902  -0.0319  0.0574  0.0931
Si  1.2138  5.9855  10.4588  0.028  0.0372  0.0376
Si  0.9969  11.5692  10.4395  -0.0028  -0.0807  -0.0041
Si  3.9946  17.196  11.9984  0.0046  -0.0816  -0.0412
Si  5.0196  3.445  14.8206  0.0173  -0.0592  -0.0314
Si  7.971  2.9952  11.7355  -0.0983  -0.1806  -0.1007
Si  9.7261  7.3789  12.1352  -0.0295  -0.0759  -0.0572
Si  3.7251  9.1352  10.8466  0.0214  -0.0376  -0.0314
Si  -1.1449  5.7398  10.4489  -0.105  0.1445  0.0826
Si  11.7739  7.8073  13.1266  0.0862  -0.0595  -0.0055
Si  2.8958  11.1693  11.7626  -0.0466  0.0492  -0.0649
Si  3.4737  12.3864  19.5299  0.0147  0.0029  0.054
Si  7.7413  1.0478  17.1064  -0.0028  0.0515  -0.025
Si  0.0508  9.3865  10.1081  0.0847  0.1676  0.1482
Si  3.8393  14.0174  14.4446  -0.0056  -0.0432  0.0092
Si  10.2415  12.4318  13.8493  0.0267  0.0142  -0.0852
O  -14.8245  20.159  19.4949  0.0324  -0.0069  -0.0669
O  11.1185  24.4375  13.7441  -0.0072  -0.0144  0.0692
O  28.7541  -4.4058  26.9495  0.0167  0.0682  0.0884
O  -0.8602  9.547  15.8711  0.0098  0.0054  -0.0178
O  18.134  3.7438  15.3701  -0.0449  0.027  0.0171
O  -5.9738  8.9145  16.2274  0.0454  -0.0176  -0.0172
O  4.8976  15.2699  14.3654  -0.0135  0.0119  -0.069
O  -12.1441  0.9016  28.8805  0.0024  -0.0625  -0.0066
O  -4.834  10.2654  21.3376  -0.0064  -0.0009  -0.0213
O  -0.3638  -7.8646  15.307  -0.0507  -0.0453  0.0888
O  11.2916  13.5522  14.4529  -0.0315  -0.006  0.0444
O  22.7711  25.1992  18.671  0.0321  -0.018  -0.1166
O  -13.425  13.7492  19.7617  0.0051  -0.028  -0.0351
O  -9.632  -9.0384  28.7174  -0.0117  -0.0313  -0.0128
O  15.8473  -6.7634  16.6162  0.0033  -0.0021  -0.0153
O  2.0444  25.7214  25.8334  -0.0054  0.0209  0.0456
O  4.2846  8.3593  24.5629  0.0673  -0.0141  -0.0213
O  -4.997  6.8628  17.6393  0.0067  0.014  -0.1367
O  13.8572  -12.1692  14.6748  -0.0801  0.0229  0.0212
O  -2.0904  5.8478  17.2822  0.0043  -0.0702  -0.0848
O  -7.8739  24.2214  19.0766  -0.0384  0.0187  -0.0247
O  9.1393  11.364  20.557  0.0398  0.0236  -0.0793
O  4.1961  13.3888  15.9709  0.0412  0.0435  0.0429
O  -10.3909  20.3535  20.7523  0.016  -0.0103  -0.085
Si  16.1705  14.3032  17.324  0.0282  -0.0824  -0.0104
Si  2.4609  8.4002  27.3736  0.0665  -0.0199  -0.1934
Si  -2.4675  9.4607  16.2702  0.0559  -0.1116  0.0398
Si  1.1681  0.0657  15.1584  0.0282  0.0675  -0.0463
Si  6.0547  -4.609  21.4033  0.0767  0.0149  0.0002
Si  3.5732  -1.1769  25.3172  0.043  -0.031  -0.0237
Si  21.3691  1.8857  19.2744  -0.0061  -0.0373  0.1332
Si  -6.5696  2.798  27.7557  0.1696  0.0464  0.0059
Si  9.4954  -19.693  18.3204  -0.0208  -0.0112  0.1208
Si  3.6971  8.0079  23.0854  -0.028  0.0111  0.0186
Si  22.5071  3.3967  10.7304  0.0418  -0.1199  -0.0706
Si  0.9134  6.174  14.5443  0.1187  -0.0194  -0.0904
Si  11.8977  3.678  17.9858  0.0337  -0.0453  0.081
Si  5.7207  5.21  27.8197  -0.0243  -0.0532  -0.0038
Si  6.46  11.9609  28.5464  0.0444  -0.0234  0.0128
Si  8.1884  10.9268  21.8285  -0.0378  -0.0219  0.0432
Si  11.609  -3.7487  14.4741  0.1  -0.027  0.1066
Si  6.8201  14.7778  10.5115  0.0122  0.0248  -0.0571
Si  -3.6299  8.5217  29.7081  0.0023  -0.0394  -0.0038
Si  18.3465  6.7804  19.2463  -0.0189  0.0114  0.1242
Si  7.987  3.087  14.9776  -0.0469  -0.0388  -0.0784
Si  10.3702  -8.6573  16.4255  -0.0609  0.0566  -0.0436
Si  11.9942  0.0587  22.3997  0.0422  0.0037  0.0084
Si  17.6148  13.4669  26.6085  0.0093  -0.0443  0.0577
Si  -1.5918  1.0419  25.7619  -0.0006  -0.0022  -0.0203
Si  12.4618  4.7928  23.2148  -0.1004  0.0086  0.0724
Si  14.7668  18.3313  22.5091  0.1218  0.0042  -0.0448
Si  -0.1783  17.0539  26.0366  -0.0659  0.015  -0.0142
Si  1.6153  8.0963  11.2932  -0.0821  0.0491  -0.0148
Si  0.1005  9.1262  29.7424  -0.0234  0.0253  -0.0626
Si  8.072  11.6108  16.0723  -0.0725  0.036  0.1164
Si  -8.1321  13.4214  22.4061  -0.0714  0.0586  -0.0087
Si  15.7086  22.3007  29.8566  0.026  0.0227  -0.086
Si  12.4372  14.3047  29.7862  -0.0701  0.0438  -0.0029
Si  -2.0283  -3.7325  11.2773  -0.4213  -0.5206  -0.3562
Si  -1.292  2.8063  22.1067  0.0093  -0.0211  0.0383
Si  -6.8306  4.3618  20.0385  0.0484  0.026  0.1104
Si  -5.631  21.8961  11.5282  0.1167  -0.1297  0.0626
Si  13.9936  25.7139  29.9088  0.0351  0.0096  -0.0198
Si  2.7557  7.1969  16.9821  0.0087  0.0018  -0.0236
Si  -6.4482  16.1202  22.4988  0.0164  -0.0128  0.0079
Si  12.1177  12.4238  25.34  -0.0287  0.0067  -0.069
Si  12.6009  12.2651  17.982  0.0759  -0.0424  0.1241
Si  14.8909  10.3208  17.5601  -0.0485  0.0427  0.1138
Si  -12.8039  -1.1026  20.0501  -0.0221  0.0662  0.1364
Si  4.8164  -0.535  30.0019  -0.0494  -0.0259  -0.0374
Si  -15.7582  -5.6465  14.0823  -0.115  -0.015  -0.1198
Si  6.3104  12.3786  10.6775  -0.0234  -0.0531  -0.011
O  7.885  12.1684  22.8696  -0.0107  0.0059  0.0236
O  11.0105  1.3601  22.4455  -0.0015  0.0178  -0.0098
O  6.537  -10.6313  23.3577  0.0121  0.009  0.0033
O  -7.1736  13.3715  18.6588  0.0372  -0.017  -0.0453
O  23.743  -9.0201  24.7666  -0.0104  -0.0109  -0.0183
O  1.8134  11.0237  17.3056  -0.0511  0.011  0.0094
O  18.1062  20.176  15.0208  0.0213  0.0175  0.0152
O  1.9361  0.5954  22.2385  0.0147  0.0068  -0.0004
O  18.9289  -8.966  11.1603  -0.028  0.086  -0.0063
O  16.3037  -22.546  13.4397  -0.0112  -0.0261  0.0527
O  16.1419  -12.167  22.5324  0.0142  -0.0215  -0.0052
O  -0.848  4.6518  27.1343  -0.0024  -0.0042  -0.016
O  0.5505  -10.203  11.8365  0.0604  0.0558  0.0323
O  -0.1306  13.7602  25.9715  0.0144  0.0041  0.0023
O  -22.7521  6.3773  23.2036  0.0382  -0.0426  0.0029
O  -3.109  33.6695  13.1625  0.1034  0.0629  -0.0277
O  34.5637  -15.6747  25.9236  0.0588  -0.0102  0.0447
O  4.5188  22.2443  21.9425  -0.0308  -0.0162  0.0028
O  -2.6601  9.7756  22.6614  0.0126  -0.0091  0.0106
O  15.4166  12.5145  21.1011  0.017  -0.0191  0.0017
O  19.635  16.4161  13.3596  0.0206  0.0465  0.087
O  11.0102  -6.1424  18.926  0.0297  0.0005  -0.0487
O  17.7111  21.5284  19.9124  -0.0232  -0.0098  -0.0268
O  12.4437  13.372  16.7729  0.0326  -0.002  -0.0639
O  -9.5441  -14.5987  14.6497  0.0302  0.0485  0.0146
O  41.2453  11.3498  15.8456  0.0307  0.0263  -0.0535
O  -0.1034  3.929  22.207  0.0512  0.0032  -0.0003
O  -14.8507  8.7451  15.0074  0.0282  0.0313  0.0517
O  19.3667  -22.5232  25.2481  -0.0352  -0.0488  -0.0506
O  3.5252  2.8173  27.0829  -0.0525  -0.0152  0.0191
O  -22.2252  -10.5794  26.7735  0.0364  -0.0596  0.0585
O  -1.331  9.0464  24.7902  0.0084  -0.0393  0.0008
O  22.7933  -4.7879  22.2457  0.0216  0.0065  -0.0137
O  3.4606  4.9039  20.8774  -0.0144  -0.008  0.0027
O  21.4572  -0.518  12.3118  0.048  -0.1523  -0.0652
O  -14.4242  -7.0806  26.7628  0.072  -0.0286  0.0805
O  -2.8415  38.0351  25.2276  -0.0228  -0.0228  0.0249
O  -13.5827  2.8099  20.6174  0.0007  0.0018  -0.0468
O  17.026  16.5507  20.9392  0  0.0026  -0.0217
O  2.0055  19.9047  18.2541  0.009  0.017  -0.0526
O  20.8498  30.6849  15.5954  0.0383  0.0627  0.0351
O  6.3584  -6.4531  11.1037  -0.0554  0.0478  0.0177
O  -4.591  20.1669  24.9  -0.019  0.0356  -0.0398
O  24.8509  -3.7011  14.7515  -0.076  0.1527  -0.0521
O  27.4072  -2.8718  14.5629  0.0169  0.0529  -0.0519
O  -0.4318  29.1072  18.5519  0.0318  0.0263  -0.0421
O  -11.6838  -0.9675  21.2275  -0.0136  -0.0051  -0.0292
O  39.0259  -9.5711  18.6167  -0.0268  -0.041  -0.0602
O  19.6998  1.5777  15.6003  -0.0025  -0.0105  0.0241
O  20.1233  -24.8209  18.2228  -0.016  0.0019  -0.0407
O  0.348  -0.8887  23.7243  -0.0033  -0.0022  0.0365
O  -14.0983  14.1214  27.0778  -0.0033  0.0317  0.0042
O  -7.4451  10.7417  25.5815  0.0742  0.0418  0.0285
O  -25.2388  -17.0519  27.2559  -0.0127  0.0092  0.054
O  35.1916  18.1736  19.2344  0.0031  -0.0184  -0.0425
O  -7.1764  13.2653  26.2172  -0.0108  -0.043  0.004
O  -15.7293  18.6146  22.7949  -0.0198  0.0017  -0.0207
O  -6.9782  4.9316  10.9667  -0.0679  -0.0115  0.0463
O  -2.9658  15.4423  29.2624  -0.1392  0.0111  0.0608
O  -2.373  13.7782  24.4889  -0.0087  0.0274  0.0455
O  17.6528  41.8967  26.9695  -0.018  -0.0116  0.0021
O  2.9389  -4.6587  17.4525  -0.0278  0.005  -0.0096
O  -2.0776  2.6949  11.276  0.0911  0.0776  -0.0042
O  5.9427  -7.9133  19.822  -0.0297  -0.0196  -0.0173
O  -2.4297  -6.209  23.3091  0.0059  0.0146  -0.004
O  -5.1782  8.6196  13.1275  -0.0146  0.0186  -0.0116
O  18.4165  -0.3404  25.2235  -0.0574  0.0408  0.0179
O  9.0701  -4.8704  17.6182  0.013  0.0356  -0.0848
O  17.7563  1.3049  17.3353  -0.0592  -0.0191  0.0089
O  -21.2395  -24.9828  29.0115  0.117  0.0676  -0.0262
O  10.2662  -24.1679  25.5436  0.0219  0.0081  0.0218
O  8.8755  -1.2358  14.7155  0.0267  0.048  0
O  3.9245  -9.63  15.9852  0.0246  -0.0006  0.008
O  3.6239  -0.9067  23.7181  0.0268  -0.0116  0.032
O  -9.6714  -0.5449  19.2001  -0.008  0.0136  -0.0652
O  1.8941  6.876  15.6467  0.0071  0.0067  0.0744
O  13.4205  -10.165  17.5139  0.0025  0.0113  0.0013
O  13.2292  31.7508  13.6909  -0.0383  -0.0258  -0.1457
O  -16.4134  -32.4139  22.4372  -0.0289  -0.0092  0.007
O  13.7349  8.4251  22.8324  0.0042  0.0143  -0.02
O  -19.1302  17.1425  23.1925  -0.0247  0.0166  -0.0037
O  8.1627  -0.5461  17.1761  -0.0409  -0.0049  -0.0805
O  -2.474  -23.6311  23.1621  -0.0189  0.0205  -0.0195
O  15.3797  19.7743  23.0029  0.0085  -0.0019  0.0039

Results
free energy: -213978.207 eV
free energy less fixed offsets of O -568.88, Si -635.61 eV per atom: 7.233 eV

The program warned: the cutoff lies below the one the program advises for these potential files; the forces do not sum to zero within the program's tolerance; the exchange-correlation potential is rough where the density is thin.
